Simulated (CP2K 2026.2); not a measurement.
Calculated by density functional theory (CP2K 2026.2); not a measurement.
Periodic cell of 513 atoms, Si351O162, from a study of silicon, its oxide and their interface. The atomic structure is a simulated model.
Doubt: the forces sum to 3.82 eV/angstrom along one axis rather than to zero, so they err by at least 0.0074 eV/angstrom per atom on average; the grid cutoff is modest.

Settings: functional PBE; method Gaussian and plane waves; basis set DZVP-MOLOPT-SR-GTH; pseudopotentials GTH-PBE; grid cutoff 350 Ry, relative cutoff 50 Ry; k points Gamma only; occupations fixed; spin none; net charge 0.

Cell vectors (angstrom)
a	16.407	0	0
b	0	16.407	0
c	-0.3537	-0.1077	34.4436

Atoms and the computed forces on them: element, x, y, z (angstrom), force x, y, z (eV/angstrom)
Si	15.847	0.046	34.416	-0.021	0.052	-0.104
Si	3.063	2.615	0.043	0	-0.073	-0.059
Si	15.972	5.874	0.136	0.033	-0.382	-0.174
Si	2.721	7.827	0.134	-0.157	0.072	0.163
Si	16.109	11.198	0.12	-0.208	-0.356	-0.067
Si	2.804	13.114	34.054	-0.236	0.33	0.052
Si	5.371	0.425	0.219	0.086	-0.286	0.095
Si	8.091	2.501	0.547	0.014	0.143	0.096
Si	5.105	5.739	0.147	-0.079	0.164	0.286
Si	8.282	8.047	0.083	0.107	-0.176	0.049
Si	5.168	10.739	0.145	0.058	-0.007	0.073
Si	8.348	13.199	0.004	0.075	0.285	-0.174
Si	10.47	0.407	0.051	-0.013	-0.113	-0.233
Si	13.901	2.359	0.033	-0.195	0.06	-0.071
Si	10.457	5.731	0.213	0.295	-0.266	0.141
Si	13.516	7.821	0.159	-0.004	0.035	0.205
Si	10.688	11.116	0.01	0.071	-0.055	0.069
Si	13.738	13.405	0.166	-0.101	0.176	0.047
Si	1.358	1.375	1.277	0.069	0.083	-0.211
Si	4.033	4.126	1.533	0.124	0.061	-0.208
Si	1.174	6.797	1.593	0.08	0.051	-0.246
Si	3.853	9.434	1.516	0.002	-0.192	-0.308
Si	1.375	12.353	1.253	0.23	0.081	-0.235
Si	4.126	14.955	1.148	0.067	0.156	-0.348
Si	6.68	1.332	1.901	-0.058	0.029	-0.314
Si	9.39	4.133	1.611	0.03	0.083	-0.474
Si	6.699	6.892	1.468	0.065	-0.107	-0.357
Si	9.486	9.564	1.421	0.142	0.116	-0.297
Si	6.801	12.05	1.387	-0.218	0.016	-0.238
Si	9.428	14.976	1.253	-0.017	-0.074	-0.109
Si	12.195	1.359	1.375	0.139	-0.01	-0.015
Si	15.016	4.011	1.322	0.012	0.044	-0.13
Si	12.124	6.694	1.616	-0.244	0.07	-0.292
Si	14.898	9.48	1.328	-0.004	-0.06	-0.324
Si	12.143	12.285	1.465	0.07	-0.091	-0.223
Si	14.986	15.041	1.353	-0.079	-0.044	-0.177
Si	-0.015	2.696	2.74	-0.044	-0.062	-0.075
Si	2.677	16.311	2.634	0.16	-0.071	-0.126
Si	16.243	8.214	2.849	-0.082	0.143	0.083
Si	2.574	5.4	2.88	0.005	-0.024	0.117
Si	-0.019	13.681	2.688	-0.003	-0.031	0.17
Si	2.558	10.923	2.767	-0.024	0.076	0.052
Si	5.313	2.799	3.011	-0.104	0.078	0.214
Si	8.127	16.23	2.858	0.168	-0.076	0.21
Si	5.321	8.181	2.868	0.01	-0.014	0.133
Si	8.016	5.492	2.908	-0.149	0.06	0.087
Si	5.42	13.579	2.659	-0.057	-0.068	-0.074
Si	8.119	10.836	2.854	0.093	-0.056	0.149
Si	10.874	2.735	2.824	0.007	-0.024	0.095
Si	13.55	16.349	2.736	-0.025	0.042	0.075
Si	10.814	8.192	2.857	-0.071	-0.05	0.069
Si	13.583	5.305	2.81	0.13	-0.009	-0.007
Si	10.794	13.685	2.766	-0.154	0.04	-0.026
Si	13.545	10.859	2.745	0.104	0.062	0.127
Si	1.245	4.022	4.234	0.057	-0.005	-0.039
Si	3.944	1.28	4.166	-0.024	0.05	-0.054
Si	1.219	9.579	4.19	-0.112	0.04	0.004
Si	3.965	6.789	4.227	0.021	-0.022	-0.123
Si	1.308	15.02	4.108	-0.02	0.021	-0.038
Si	4.007	12.265	4.097	0.026	0.039	-0.099
Si	6.713	4.125	4.324	0.001	0.022	-0.032
Si	9.494	1.298	4.163	0.002	-0.046	-0.128
Si	6.718	9.522	4.233	-0.027	0.001	-0.044
Si	9.437	6.836	4.237	-0.022	0.054	-0.094
Si	6.714	14.903	4.178	0.071	-0.027	-0.037
Si	9.466	12.278	4.164	-0.04	0.031	-0.05
Si	12.226	4.032	4.249	0.004	-0.06	-0.047
Si	14.956	1.323	4.091	-0.025	0.026	-0.058
Si	12.209	9.541	4.204	0.004	0.008	-0.109
Si	14.9	6.769	4.17	0.063	-0.054	-0.087
Si	12.196	15.003	4.15	0.047	0.005	-0.041
Si	14.964	12.277	4.071	0.022	-0.082	-0.184
Si	16.313	16.365	5.49	0.024	-0.018	-0.082
Si	2.61	2.642	5.575	-0.085	-0.036	-0.005
Si	16.28	5.425	5.558	0.023	0.01	-0.034
Si	2.595	8.189	5.549	0.023	0.008	-0.022
Si	16.271	10.939	5.537	0.02	-0.011	-0.022
Si	2.649	13.633	5.496	0.009	0.027	-0.098
Si	5.353	16.333	5.517	0.031	0.014	-0.06
Si	8.116	2.671	5.552	0.015	0.039	0.002
Si	5.323	5.463	5.643	-0.013	-0.013	0.013
Si	8.082	8.18	5.614	-0.033	-0.065	-0.026
Si	5.337	10.916	5.542	0.051	0.016	-0.057
Si	8.092	13.592	5.566	-0.054	-0.042	-0.019
Si	10.85	16.36	5.551	0.043	0.042	-0.035
Si	13.612	2.652	5.554	-0.027	0.007	-0.06
Si	10.829	5.435	5.563	0.006	0.011	-0.053
Si	13.559	8.144	5.553	-0.052	0.017	-0.014
Si	10.838	10.926	5.542	0.032	-0.03	-0.012
Si	13.59	13.621	5.481	-0.028	0.036	-0.04
Si	1.234	1.296	6.924	0.005	0.068	0.022
Si	3.964	4.038	6.943	0.056	-0.008	-0.004
Si	1.243	6.802	6.918	-0.014	-0.02	-0.022
Si	3.976	9.546	6.915	-0.006	-0.016	-0.01
Si	1.264	12.286	6.884	-0.026	-0.011	0.03
Si	3.993	14.984	6.902	0.007	-0.004	0.01
Si	6.724	1.3	6.896	0.011	0.009	-0.026
Si	9.473	4.049	6.926	0.01	-0.034	-0.028
Si	6.717	6.817	6.977	-0.018	0.021	0.019
Si	9.476	9.558	6.928	-0.032	0.018	-0.002
Si	6.718	12.247	6.93	0.013	0.003	0.02
Si	9.468	14.986	6.901	-0.015	0.02	0.01
Si	12.224	1.307	6.918	0.012	-0.035	0.02
Si	14.937	4.047	6.928	-0.006	0.021	0.016
Si	12.194	6.795	6.933	-0.008	0.019	-0.001
Si	14.924	9.539	6.901	0.016	-0.004	-0.001
Si	12.222	12.28	6.891	0.002	-0.031	-0.002
Si	14.946	14.992	6.864	-0.01	-0.002	-0.013
Si	16.297	2.68	8.295	-0.003	-0.018	0.008
Si	2.618	16.344	8.277	-0.004	0.008	-0.004
Si	16.285	8.173	8.281	0.016	-0.002	0.002
Si	2.606	5.428	8.292	-0.009	-0.008	0.008
Si	16.3	13.637	8.261	0.025	-0.001	-0.002
Si	2.607	10.911	8.274	0.025	-0.003	-0.005
Si	5.363	2.674	8.278	-0.011	0.009	0.011
Si	8.099	16.352	8.269	-0.001	0.016	0.011
Si	5.342	8.192	8.307	0.022	-0.017	0.01
Si	8.101	5.423	8.294	-0.024	-0.003	0.008
Si	5.357	13.626	8.282	0.005	0.011	-0.003
Si	8.097	10.9	8.297	-0.011	-0.009	0.012
Si	10.853	2.683	8.279	-0.011	0.036	0.004
Si	13.584	16.338	8.27	-0.012	0.028	0.001
Si	10.835	8.178	8.288	-0.003	-0.026	0.008
Si	13.565	5.421	8.286	0.004	-0.017	0.004
Si	10.844	13.629	8.269	0.007	0.005	0.003
Si	13.563	10.903	8.273	-0.023	-0.007	0.005
Si	1.247	4.057	9.66	0.007	0.014	0.004
Si	3.99	1.309	9.642	-0.001	0.002	-0.011
Si	1.246	9.537	9.647	-0.015	-0.02	-0.003
Si	3.981	6.802	9.654	0.02	0.008	-0.004
Si	1.251	14.987	9.649	0.006	0.012	-0.006
Si	3.986	12.262	9.645	-0.003	-0.002	-0.014
Si	6.727	4.052	9.647	0.007	-0.02	0.006
Si	9.472	1.316	9.634	-0.003	0.002	-0.003
Si	6.731	9.54	9.666	-0.007	-0.005	0.014
Si	9.469	6.805	9.65	-0.002	-0.003	-0.003
Si	6.738	14.986	9.642	-0.001	0.01	0.009
Si	9.479	12.264	9.648	-0.022	0	0.002
Si	12.204	4.057	9.654	0.001	0.013	0.002
Si	14.927	1.309	9.65	0.006	0.022	-0.006
Si	12.202	9.542	9.655	0.001	0.013	0.011
Si	14.92	6.803	9.653	0.002	-0.021	-0.008
Si	12.207	14.986	9.644	-0.001	-0.003	0.002
Si	14.933	12.266	9.639	0.006	-0.012	-0.007
Si	16.288	16.349	11.018	0.013	0.008	0
Si	2.629	2.688	11.012	0	0.005	-0.005
Si	16.282	5.43	11.019	0.001	0.009	0.001
Si	2.615	8.172	11.02	0.006	-0.027	-0.007
Si	16.282	10.892	11.019	0.046	0.001	-0.006
Si	2.615	13.616	11.013	0.002	0.005	-0.004
Si	5.364	16.348	11.002	0.005	0.025	-0.005
Si	8.112	2.691	11.004	-0.013	0.02	0.008
Si	5.366	5.436	11.01	-0.007	-0.008	-0.008
Si	8.107	8.172	11.023	-0.022	-0.018	0.019
Si	5.364	10.912	11.019	-0.012	0.006	0.004
Si	8.111	13.627	11.015	0.002	-0.006	0.003
Si	10.837	16.356	11.006	0.001	0.008	-0.004
Si	13.561	2.678	11.017	0.013	-0.005	0.006
Si	10.845	5.444	11.009	-0.009	-0.03	-0.002
Si	13.56	8.175	11.029	-0.02	0.002	0.007
Si	10.834	10.898	11.031	0.001	-0.007	0.001
Si	13.561	13.617	11.022	-0.01	0.006	-0.004
Si	1.255	1.313	12.368	0.019	0.037	-0.002
Si	3.996	4.069	12.372	0.031	0.01	-0.012
Si	1.24	6.802	12.383	0.004	-0.007	-0.012
Si	3.99	9.548	12.375	0.031	-0.007	-0.003
Si	1.241	12.257	12.38	-0.022	-0.035	-0.016
Si	4.005	14.969	12.365	-0.059	-0.023	-0.008
Si	6.743	1.311	12.355	-0.017	-0.032	0.004
Si	9.484	4.072	12.362	0.012	0.049	-0.016
Si	6.742	6.801	12.38	-0.019	-0.01	0.008
Si	9.47	9.533	12.408	-0.007	-0.005	0.005
Si	6.749	12.261	12.388	0.01	0.035	0.003
Si	9.484	14.986	12.382	0.001	0.029	0.001
Si	12.195	1.312	12.384	-0.021	0.012	0
Si	14.913	4.059	12.382	0.002	-0.021	0.004
Si	12.184	6.821	12.398	0.023	-0.037	-0.001
Si	14.92	9.536	12.411	-0.004	0.004	0.006
Si	12.2	12.255	12.407	-0.001	0.001	0
Si	14.915	14.989	12.393	0.028	0.009	-0.002
Si	-0.126	2.674	13.732	0.018	0.008	0.01
Si	2.63	16.335	13.705	0.051	0.011	0.003
Si	-0.111	8.167	13.771	0.044	-0.063	0.019
Si	2.606	5.426	13.735	-0.017	0.001	-0.008
Si	16.266	13.601	13.749	0.063	0.001	-0.036
Si	2.619	10.907	13.747	-0.054	0.045	0.005
Si	5.395	2.702	13.707	-0.087	0.058	0.024
Si	8.102	16.349	13.729	0.014	0.008	-0.013
Si	5.371	8.187	13.726	-0.02	-0.013	-0.019
Si	8.147	5.455	13.738	0.028	-0.106	-0.003
Si	5.376	13.618	13.751	0.027	-0.021	0.014
Si	8.113	10.907	13.777	-0.03	-0.022	-0.011
Si	10.836	2.7	13.732	0.006	0.002	-0.018
Si	13.54	16.347	13.77	0.002	0	0.018
Si	10.827	8.176	13.803	-0.023	0.024	0.022
Si	13.547	5.441	13.744	-0.022	0.044	-0.023
Si	10.843	13.629	13.778	-0.019	-0.018	-0.008
Si	13.544	10.887	13.8	0.008	0.018	-0.011
Si	1.241	4.035	15.098	-0.024	0.065	-0.016
Si	4.021	1.306	15.03	-0.014	-0.067	-0.007
Si	1.249	9.561	15.129	0.057	0.044	0.029
Si	3.966	6.841	15.054	0.028	-0.024	-0.003
Si	1.257	14.965	15.062	-0.111	-0.072	0.006
Si	4.012	12.244	15.117	-0.008	0	0.028
Si	6.802	4.055	15.061	0.047	0.115	-0.044
Si	9.464	1.326	15.072	0.017	-0.015	0.008
Si	6.743	9.525	15.125	0.033	0.025	0.073
Si	9.464	6.811	15.189	-0.02	-0.038	0.084
Si	6.754	14.982	15.114	-0.02	-0.008	0.027
Si	9.481	12.272	15.157	0.03	0.033	0.036
Si	12.172	4.09	15.106	-0.003	-0.063	0.042
Si	14.906	1.325	15.114	0.021	0.044	0.019
Si	12.182	9.535	15.2	0.015	-0.023	0.055
Si	14.924	6.782	15.121	-0.057	0.006	0.024
Si	12.198	14.975	15.179	-0.001	0.044	0.064
Si	14.894	12.272	15.164	0.061	-0.034	0.055
Si	-0.167	16.269	16.414	0.223	-0.015	-0.039
Si	2.602	2.596	16.383	0.061	0.067	0.076
Si	-0.138	5.389	16.481	0.062	-0.084	0.024
Si	2.643	8.214	16.481	-0.051	-0.024	0.006
Si	-0.122	10.922	16.516	-0.079	0.055	0.122
Si	2.673	13.67	16.439	-0.043	-0.086	0.092
Si	5.437	0.029	16.428	-0.08	-0.019	0.037
Si	8.151	2.69	16.471	0.008	0.008	0.042
Si	5.418	5.487	16.297	-0.008	-0.069	0.042
Si	8.089	8.203	16.569	-0.092	0.035	0.062
Si	5.349	10.841	16.504	0.039	0.085	-0.01
Si	8.089	13.61	16.525	0.057	0.001	0.097
Si	10.786	-0.026	16.47	-0.031	0.025	0.075
Si	13.556	2.751	16.462	-0.038	-0.022	0.085
Si	10.831	5.41	16.553	0.072	0.073	-0.025
Si	13.579	8.135	16.527	0.072	0.008	0.065
Si	10.832	10.941	16.585	-0.078	-0.052	-0.059
Si	13.542	13.601	16.611	-0.034	0.04	-0.092
Si	1.23	1.159	17.752	-0.139	-0.128	-0.13
Si	4.136	3.986	17.511	0.109	0.043	-0.168
Si	1.243	6.816	17.745	-0.217	0.122	0.066
Si	4.025	9.491	17.952	0.056	-0.01	-0.02
Si	1.314	12.311	17.825	-0.009	0.141	-0.065
Si	4.048	15.106	17.756	-0.008	0.061	-0.149
Si	6.818	1.341	17.864	-0.033	-0.035	-0.013
Si	9.442	4.044	17.916	0.005	-0.053	0.057
Si	6.595	6.832	17.849	-0.112	0.04	0.046
Si	9.464	9.599	17.971	-0.036	0.035	0.044
Si	6.696	12.206	17.874	0.049	-0.164	-0.076
Si	9.414	15.049	17.89	0.021	0.023	-0.01
Si	12.144	1.402	17.781	-0.088	0.188	-0.112
Si	14.953	4.001	17.93	-0.046	0.1	0.131
Si	12.272	6.724	17.921	0.103	-0.132	0.038
Si	14.903	9.547	17.918	0.057	0.001	0.017
Si	12.156	12.279	18.039	0.011	-0.016	0.107
Si	14.924	14.999	17.926	0.085	-0.007	0.074
Si	16.189	2.332	19.153	-0.063	0.051	0.332
Si	2.703	0.009	19.187	0.015	0.072	0.391
Si	-0.062	8.171	19.245	0.063	-0.031	0.041
Si	2.718	5.312	18.7	0.002	-0.022	0.072
Si	0.015	13.698	19.272	0.147	-0.182	0.128
Si	2.682	10.939	19.205	-0.015	0.181	0.316
Si	5.441	2.798	19.057	-0.082	0.198	0.258
Si	8.089	0.005	19.36	0.024	-0.1	0.263
Si	5.177	8.023	19.481	0.118	-0.163	0.257
Si	7.952	5.436	19.13	-0.037	0.034	0.342
Si	5.384	13.74	19.066	-0.018	0.089	0.257
Si	7.945	10.849	19.41	0.005	0.045	0.247
Si	10.877	2.727	19.31	0.029	-0.015	0.146
Si	13.433	0.021	19.119	0.011	-0.128	0.315
Si	10.925	8.152	19.195	-0.157	-0.049	0.089
Si	13.687	5.437	19.439	0.035	0.03	0.262
Si	10.722	13.712	19.332	-0.092	0.095	0.248
Si	13.519	10.864	19.429	0.179	-0.146	0.131
Si	1.509	3.712	19.804	-0.067	-0.061	0.31
Si	3.811	1.809	20.356	0.04	-0.037	-0.002
Si	1.222	9.666	20.558	0.062	0.002	0.144
Si	3.787	6.203	20.566	-0.104	-0.151	-0.226
Si	1.671	14.871	20.668	-0.038	0.009	0.186
Si	3.852	12.63	20.397	0.046	-0.12	0.058
Si	6.388	4.364	20.61	0.086	-0.115	-0.08
Si	9.747	1.149	20.673	0.005	-0.007	0.115
Si	6.953	9.021	20.838	-0.038	0.173	0.024
Si	9.28	6.932	20.315	0.074	-0.153	-0.011
Si	6.738	14.875	20.652	0.05	-0.012	-0.027
Si	8.978	12.671	20.602	-0.148	-0.01	-0.091
Si	12.473	3.839	20.751	0.113	0.027	-0.08
Si	14.476	1.366	20.741	0.136	-0.085	-0.288
Si	12.319	9.21	20.797	0.044	-0.005	-0.163
Si	14.888	7.131	20.817	-0.338	0.102	-0.488
Si	11.955	15.341	20.596	-0.151	-0.136	-0.191
Si	15.404	11.906	20.452	-0.017	0.178	0.123
Si	1.924	0.218	23.248	-0.034	0.11	0.426
Si	1.404	3.092	23.716	0.147	-0.049	0.425
Si	14.528	11.116	25.577	0.069	-0.13	0.369
Si	1.948	13.655	27.111	0.037	0.149	0.027
Si	4.946	0.16	22.759	0.044	0.029	0.002
Si	0.914	5.647	21.918	0.113	-0.022	-0.276
Si	11.419	10.506	25.334	0.155	-0.01	0.229
Si	2.155	12.088	24.472	-0.057	-0.068	0.216
Si	10.505	11.541	28.025	0.026	0.044	-0.086
Si	11.447	2.533	29.465	0.027	0.082	-0.25
Si	0.095	1.203	25.444	-0.03	0.071	0.267
Si	15.231	5.915	27.148	-0.01	-0.045	-0.05
Si	8.389	3.095	22.864	-0.15	-0.062	0.139
Si	10.147	10.759	22.79	0.18	-0.072	0.208
Si	14.043	15.479	22.835	-0.138	0.192	0.07
Si	13.871	15.764	25.693	0.15	0.017	0.227
Si	4.078	4.08	25.077	0.183	-0.03	0.16
Si	4.731	11.485	23.077	-0.057	0.092	0.384
Si	15.468	13.491	27.192	-0.078	-0.009	0.01
Si	2.629	9.365	23.407	-0.013	0.197	0.329
Si	6.384	1.925	24.863	-0.164	0.095	0.387
Si	10.607	5.274	22.769	0.019	0.133	0.056
Si	12.658	7.232	27.6	-0.045	0.073	0.136
Si	8.326	7.175	28.243	0.125	-0.204	-0.091
Si	7.132	10.021	23.779	-0.013	0.18	0.393
Si	6.739	12.503	31.854	0.034	0.252	-0.336
Si	7.774	16.034	29.928	0.21	0.08	-0.48
Si	9.233	4.49	29.184	-0.07	-0.015	-0.285
Si	11.737	7.422	24.908	0.131	0.07	0.229
Si	14.416	8.19	25.608	0.078	0.155	0.208
Si	15.698	13.011	23.344	0.109	-0.289	0.305
Si	0.61	13.397	29.7	-0.286	-0.02	-0.369
Si	3.988	13.785	31.412	-0.038	0.081	-0.357
Si	15.828	6.793	29.787	-0.11	-0.042	-0.306
Si	2.756	5.16	27.293	0.065	-0.054	0.11
Si	13.653	13.711	31.685	-0.1	-0.017	-0.289
Si	12.682	0.101	28.252	-0.048	-0.059	-0.069
Si	3.772	15.505	28.639	0.024	0.18	-0.274
Si	8.769	13.275	29.566	0.188	0.053	-0.188
Si	3.645	6.924	25.157	0.185	-0.111	0.283
Si	6.153	1.079	27.972	-0.03	0.017	-0.207
Si	0.667	16.046	31.547	-0.041	0.092	-0.529
Si	4.075	5.818	29.914	0.069	0.022	-0.358
Si	6.207	3.584	29.664	0.063	0.083	-0.511
Si	15.885	3.97	30.507	-0.197	-0.044	-0.459
Si	5.916	8.196	29.507	-0.073	-0.307	-0.372
Si	6.283	8.352	26.461	0.018	-0.125	0.063
Si	10.712	8.783	29.429	0.043	-0.023	-0.353
Si	13.375	2.701	31.579	0.027	0.109	-0.407
Si	2.439	3.888	31.534	0.077	-0.046	-0.325
Si	14.577	9.005	31.114	0.027	-0.184	-0.543
Si	0.315	7.41	32.4	0.148	-0.151	-0.406
Si	15.939	11.497	31.584	-0.005	-0.169	-0.378
Si	3.116	1.14	30.618	-0.082	-0.152	-0.392
Si	6.547	4.049	32.672	0.027	-0.15	-0.012
Si	9.853	1.182	31.686	0.067	-0.092	-0.327
Si	6.432	9.535	32.31	-0.089	-0.046	-0.181
Si	9.45	4.335	32.14	0.214	0.025	-0.275
Si	5.483	16.198	31.913	0.161	0.13	-0.235
Si	14.473	0.103	30.526	-0.012	0.129	-0.442
Si	11.71	9.154	32.234	-0.022	-0.062	-0.045
Si	0.151	3.326	27.559	0.093	-0.128	-0.076
Si	11.591	13.805	29.427	-0.113	0.153	-0.289
O	11.725	15.361	28.937	0.15	0.089	0.059
O	16.005	0.595	30.747	0.067	-0.163	0.045
O	3.846	1.357	34.105	-0.329	-0.114	0.084
O	2.482	3.373	33.078	-0.094	0.17	0.143
O	3.373	5.21	31.256	-0.294	-0.166	0.326
O	14.911	3.207	31.541	0.031	0.127	0.084
O	15.322	8.294	32.401	-0.151	-0.02	0.105
O	1.536	8.164	33.187	0.106	0.315	0.076
O	13.091	9.555	31.454	0.012	0.193	-0.219
O	-0.02	10.894	33.025	0.177	0.065	0.409
O	2.696	13.317	32.341	-0.282	-0.093	0.692
O	0.172	15.74	33.079	-0.146	-0.182	0.316
O	6.093	0.203	33.362	-0.255	0.011	0.163
O	4.458	15.026	32.336	-0.099	0.01	0.28
O	8.783	1.273	34.385	0.184	-0.11	-0.036
O	6.706	2.917	33.818	0.039	-0.118	0.102
O	5.416	5.101	33.175	-0.171	-0.018	-0.336
O	3.533	6.651	34.079	0.124	-0.16	0.413
O	7.414	8.435	33.017	0.174	0.099	0.025
O	9.148	6.877	34.161	-0.229	0.133	0.437
O	5.092	9.659	33.251	-0.003	-0.162	0.217
O	3.889	11.886	34.074	0.036	-0.025	0.221
O	7.169	13.542	33.054	0.215	0.23	0.338
O	9.278	12.165	33.89	-0.16	0.09	0.463
O	10.601	0.347	32.884	0.028	-0.361	0.431
O	10.213	13.574	30.28	-0.12	0.044	0.379
O	14.679	1.14	33.906	-0.007	0.151	0.516
O	12.829	2.877	33.102	-0.084	0.05	0.061
O	10.539	4.882	33.222	-0.128	-0.11	0.232
O	9.738	4.962	30.662	0.291	-0.117	0.283
O	12.163	8.005	33.301	-0.089	0.035	0.341
O	14.176	6.478	34.168	0.114	0.069	0.605
O	11.058	10.388	33.082	-0.244	0.229	0.068
O	12.848	13.779	33.101	-0.194	-0.09	0.351
O	14.409	12.03	34.375	0.393	-0.015	-0.146
O	2.758	3.057	20.745	-0.116	-0.229	-0.515
O	0.489	4.721	20.648	-0.229	0.106	0.458
O	4.626	1.399	21.742	0.139	0.055	-0.164
O	1.771	1.791	22.765	-0.146	-0.025	-0.339
O	0.043	10.734	20.99	-0.22	0.023	-0.093
O	1.798	9.123	22.03	0.054	-0.012	-0.376
O	2.424	6.307	21.597	0.251	0.275	0.396
O	1.047	4.569	23.145	-0.085	0.17	0.112
O	2.754	13.671	21.121	0.115	0.168	-0.578
O	1.25	15.663	22.098	-0.28	-0.304	-0.331
O	1.89	10.467	24.388	-0.077	-0.243	-0.321
O	4.887	12.03	21.557	0.144	0.1	-0.356
O	5.062	5.265	21.159	0.173	-0.019	0.029
O	7.192	3.749	21.935	-0.012	0.231	0.098
O	9.109	1.896	22.013	-0.146	-0.113	-0.027
O	6.496	1.454	26.424	-0.191	0.036	0.021
O	8.237	7.992	21.026	-0.032	-0.022	-0.422
O	6.583	9.214	22.462	-0.016	0.01	-0.531
O	9.994	6.091	21.52	0.121	-0.024	-0.013
O	13.713	5.996	27.8	0.126	-0.282	0.217
O	7.866	13.777	21.242	0.265	-0.236	-0.28
O	5.781	15.419	21.921	-0.043	-0.23	-0.096
O	12.929	10.902	25.79	-0.082	0.008	0.025
O	9.778	12.051	21.892	0.003	0.141	-0.218
O	11.898	4.443	22.199	0.238	0.133	0.008
O	13.543	2.644	21.242	0.039	0.227	-0.016
O	14.695	0.412	22.107	0.189	0.268	-0.033
O	1.229	0.201	24.766	0.052	-0.289	-0.246
O	11.127	9.713	21.916	0.315	-0.122	-0.03
O	11.072	11.348	23.997	-0.048	0.129	-0.166
O	16	6.658	22.027	0.043	0.35	0.32
O	13.614	8.195	21.312	0.083	0.022	-0.089
O	12.985	14.79	21.787	-0.037	-0.008	-0.123
O	10.867	0.033	21.265	0.184	-0.155	-0.356
O	15.3	14.59	23.405	0.27	0.221	0.137
O	15.124	12.622	21.889	-0.103	0.113	-0.098
O	13.183	15.703	24.217	-0.093	0.172	-0.388
O	0.883	12.829	23.732	-0.137	0.174	0.001
O	0.072	2.575	24.534	0.26	0.084	-0.144
O	14.801	12.078	24.321	-0.108	0.035	-0.333
O	14.317	14.354	26.428	0.154	-0.003	0.087
O	4.09	9.982	23.049	0.193	-0.093	-0.032
O	2.374	12.526	26.033	0.092	-0.079	-0.248
O	3.488	16.121	23.371	0.026	-0.12	-0.064
O	5.882	0.643	23.998	0.009	-0.291	-0.135
O	4.154	5.565	24.367	0.004	0.066	-0.181
O	2.715	3.287	24.679	-0.186	-0.23	-0.02
O	7.592	7.397	26.791	-0.016	0.112	-0.075
O	7.175	7.145	29.402	-0.099	0.071	0.2
O	3.611	12.442	23.806	0.099	0.048	-0.171
O	1.755	13.017	28.598	0.044	-0.228	0.119
O	9.025	12.168	28.384	-0.1	-0.054	0.22
O	6.827	9.359	25.272	0.097	0.077	-0.286
O	8.287	14.747	29.064	-0.129	0.118	0.043
O	7.539	0.737	28.76	0.276	0.158	0.203
O	10.374	3.451	28.649	0.102	-0.079	0.175
O	15.115	0.395	25.554	-0.014	0.062	0.103
O	11.101	8.932	24.988	-0.065	-0.092	-0.314
O	9.48	4.229	23.323	0.154	-0.128	0.18
O	15.404	6.904	25.846	-0.135	0.096	-0.181
O	13.317	7.681	24.493	0.114	0.119	-0.305
O	10.413	10.95	26.527	-0.189	-0.239	-0.198
O	11.027	6.374	23.906	-0.079	-0.193	-0.136
O	12.698	16.322	26.65	0.088	0.006	-0.133
O	15.213	11.892	26.859	-0.239	-0.189	0.047
O	0.33	1.815	26.954	-0.127	-0.204	0.02
O	13.396	1.129	31.155	-0.12	-0.149	0.24
O	4.054	4.335	26.703	0.08	0.203	-0.065
O	5.36	3.181	24.714	0.211	-0.079	-0.192
O	2.868	7.967	24.196	-0.223	-0.112	-0.271
O	0.462	14.15	26.621	0.06	0.144	-0.192
O	14.172	-0.077	28.923	-0.096	-0.182	0.35
O	15.598	13.563	28.84	0.118	0.342	0.257
O	3.053	14.845	27.313	0.004	0.211	-0.182
O	0.876	14.744	30.576	0.187	0.235	0.096
O	5.178	16.166	28.085	-0.001	-0.336	-0.151
O	7.801	2.451	24.257	0.196	0.197	-0.125
O	3.852	14.377	29.854	0.158	-0.374	0.493
O	7.765	3.784	29.21	-0.136	-0.23	-0.027
O	9.157	5.777	28.195	0.073	0.027	-0.06
O	11.875	7.739	28.92	-0.077	0.108	0.237
O	2.533	6.425	26.266	0.13	-0.141	-0.149
O	4.971	7.591	25.856	-0.159	0.185	-0.223
O	6.213	11.411	23.788	-0.001	-0.014	-0.267
O	8.746	10.199	23.493	0.018	-0.236	0.11
O	7.656	12.683	30.54	-0.307	-0.106	0.321
O	7.091	11.019	32.409	0.289	-0.198	-0.097
O	5.553	2.392	28.749	-0.241	0.096	0.346
O	10.763	1.378	30.369	0.016	-0.288	0.282
O	12.416	3.433	30.455	0.046	-0.124	0.364
O	11.609	6.784	26.419	-0.069	-0.197	0.052
O	15.501	4.343	26.802	0.041	0.162	-0.223
O	15.162	9.611	25.298	0.001	-0.09	0.018
O	-0.102	6.529	28.247	-0.1	-0.006	0.095
O	9.333	8.389	28.653	0.123	0.028	0.237
O	13.566	8.467	27.002	0.053	-0.045	0.146
O	12.259	1.667	28.368	0.085	0.127	-0.064
O	14.311	15.145	31.364	-0.025	-0.105	0.052
O	0.913	4.226	31.166	0.002	0.27	0.26
O	2.895	2.734	30.462	0.087	0.062	0.237
O	14.658	7.94	29.871	-0.229	0.042	0.326
O	15.144	5.4	30.274	0.077	-0.083	0.275
O	1.572	4.08	27.425	0.14	0.123	-0.034
O	0.035	5.958	33.127	-0.161	-0.06	0.306
O	0.658	7.204	30.789	0.031	0.007	0.418
O	14.838	12.642	31.833	-0.015	0.04	0.121
O	0.723	12.14	30.709	-0.018	-0.128	0.38
O	15.4	10.306	30.621	0.109	0.191	0.236
O	9.423	2.7	32.118	-0.321	0.225	0.124
O	5.17	12.649	31.406	-0.11	-0.247	0.24
O	6.448	15.585	30.757	-0.333	-0.135	0.116
O	4.629	0.957	31.167	0.228	-0.178	0.262
O	10.989	10.349	29.037	-0.013	-0.22	-0.038
O	2.955	5.798	28.751	-0.178	0.22	0.267
O	6.162	3.306	31.271	0.168	0.17	0.252
O	7.958	4.849	32.55	-0.219	0.308	-0.011
O	2.052	0.48	31.665	0.149	0.153	0.532
O	2.902	0.382	29.178	-0.081	0.135	0.2
O	4.594	7.364	30.003	-0.113	-0.048	0.057
O	6.168	9.25	30.72	0.175	0.131	0.465
O	8.658	0.233	31.139	-0.093	0.141	0.429
O	16.06	3.151	29.1	-0.17	0.043	0.318
O	12.75	13.299	30.417	0.327	0.084	-0.012
O	5.817	8.9	27.986	-0.128	-0.096	0.116
O	5.338	4.925	29.401	0.068	0.16	-0.023
O	11.569	12.791	28.132	0.19	0.162	0.238
O	10.662	8.667	31.065	-0.062	0.037	0.305

Results
total energy: -108571.222 eV
total energy less fixed offsets of O -438.35, Si -107.03 eV per atom: 9.008 eV
